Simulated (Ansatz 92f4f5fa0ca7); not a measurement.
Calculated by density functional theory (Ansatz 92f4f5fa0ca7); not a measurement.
Periodic cell of 259 atoms, Si144O115, from a study of silicon, its oxide and their interface. The atomic structure is a simulated model.
This geometry differs little from another in the collection (a relaxation step or a small displacement).

Settings
functional: r2SCAN
potential files: Ansatz PAW
basis: plane waves
wave-function cutoff: 800 eV
density cutoff ratio: 5
exchange-correlation grid ratio: 1
k mesh: 1 x 1 x 1, shifted by 0.5 0.5 0 of a step
self-consistency stop: 1e-10 eV per atom in the density residual
occupations: fixed
spin: none
net charge: 0

Cell vectors (angstrom)
a  10.88  0  0
b  0  10.88  0
c  0.5349  -2.6231  36.4358

Atoms: element, x, y, z (angstrom)
Si  7.364  11.292  21.3746
Si  4.1834  9.1016  -4.6708
Si  8.2899  7.5366  -2.5282
Si  6.7647  12.5032  16.1887
Si  7.7753  5.7411  -6.6776
Si  1.6129  6.9908  -11.4762
Si  6.9267  10.4622  18.3316
Si  10.7335  14.8777  -2.3052
Si  4.8416  8.8278  0.119
Si  8.6843  12.7458  0.0769
Si  5.7728  4.4101  0.1587
Si  7.9528  6.5882  0.2821
Si  0.5349  10.076  0.1582
Si  2.2669  11.8297  0.0798
Si  9.5483  16.2207  1.4092
Si  3.0738  7.1925  0.342
Si  4.0354  10.7768  1.2618
Si  6.8988  13.625  1.3647
Si  4.1418  5.4736  1.4843
Si  6.6779  8.1301  1.4684
Si  9.5836  10.968  1.3454
Si  12.1521  13.5623  1.3268
Si  10.3684  14.4575  0.024
Si  1.3962  8.3001  1.485
Si  2.7579  9.5806  2.8656
Si  5.4592  12.1908  2.5812
Si  2.6865  14.9427  2.6569
Si  5.4478  6.7822  2.9232
Si  8.1428  9.5642  2.638
Si  10.8726  12.2696  2.8265
Si  8.1804  14.9487  2.8401
Si  10.9037  6.7961  2.682
Si  4.0835  8.1783  4.2089
Si  6.8049  10.8986  4.0462
Si  4.0779  13.5565  3.969
Si  6.8202  16.2904  4.1861
Si  9.494  8.1586  3.9975
Si  12.2384  10.9134  4.1542
Si  9.5284  13.6075  4.1938
Si  12.2593  5.4479  4.0687
Si  5.4802  9.554  5.4843
Si  8.1401  12.2251  5.4797
Si  5.4053  14.9007  5.4106
Si  8.1877  6.8242  5.4362
Si  10.8509  9.5004  5.4008
Si  2.7529  12.2681  5.4293
Si  10.9105  4.1144  5.484
Si  2.703  6.7869  5.494
Si  4.0851  10.9194  6.8078
Si  6.7572  13.5929  6.8087
Si  4.0933  16.2755  6.7995
Si  6.8454  8.1605  6.811
Si  9.5258  10.8438  6.7988
Si  1.4065  13.6038  6.8
Si  9.523  5.4834  6.8128
Si  12.198  8.178  6.7965
Si  2.6956  9.5554  8.1259
Si  5.4183  12.2579  8.2005
Si  2.7564  14.9228  8.1812
Si  5.4782  6.7709  8.1288
Si  8.1953  9.4964  8.1905
Si  10.9199  12.2125  8.1219
Si  8.1237  14.989  8.124
Si  10.8489  6.8518  8.1792
Si  4.0957  8.176  9.3901
Si  6.8091  10.8729  9.4698
Si  4.0814  13.5857  9.6264
Si  6.7972  5.4338  9.5721
Si  9.5218  8.1737  9.6284
Si  1.3698  10.8856  9.5697
Si  9.5215  13.6001  9.381
Si  1.3677  16.3359  9.4046
Si  5.4319  9.507  10.78
Si  8.1868  12.255  10.7476
Si  5.4446  14.962  10.9829
Si  8.141  6.7903  10.9744
Si  0.0225  9.5511  10.9851
Si  2.7167  12.209  11.0045
Si  10.8637  14.9846  10.6894
Si  2.7513  6.8023  10.6939
Si  4.1312  10.7668  12.2994
Si  6.8783  13.5339  12.2182
Si  4.0108  5.5239  12.1996
Si  6.6963  8.1671  12.2503
Si  -1.4091  10.9735  12.2548
Si  1.2648  13.6935  12.1507
Si  9.5561  5.3546  12.1989
Si  1.4568  8.0743  12.1606
Si  3.2297  8.9031  13.4658
Si  5.9749  11.7133  13.4352
Si  2.2136  4.5716  13.3824
Si  4.9564  7.2154  13.5615
Si  7.676  9.9504  13.3983
Si  -0.5275  12.863  13.4151
Si  7.8842  4.3636  15.6986
Si  0.4971  6.289  13.3435
Si  0.3981  4.1735  -7.9995
Si  8.583  14.5392  13.5152
Si  1.5155  13.7071  17.77
Si  3.4531  9.7009  20.0405
Si  1.678  6.4598  -2.419
Si  0.5761  11.5679  16.0062
Si  0.8245  12.5278  -11.9151
Si  10.1271  10.3061  -8.9885
Si  6.8403  13.1886  -10.5044
Si  9.4475  6.2077  -11.872
Si  2.6179  9.3949  15.6515
Si  3.2993  6.1664  -4.8173
Si  5.385  14.1247  -2.7038
Si  8.078  4.6541  -3.8398
Si  4.8437  5.019  -6.9872
Si  4.5684  14.6435  -11.9291
Si  8.7499  4.4873  -9.448
Si  8.9053  11.2539  -11.6643
Si  1.0348  6.8923  -6.7835
Si  7.2505  11.7078  -2.4653
Si  0.0615  9.048  -2.8398
Si  5.738  9.1663  -2.0077
Si  5.3887  6.1993  15.7066
Si  3.5949  12.5823  19.83
Si  5.2871  9.5685  22.6345
Si  1.6259  10.832  -4.7833
Si  8.3324  11.0934  -5.4195
Si  8.7464  6.1082  23.1514
Si  4.771  13.0074  -8.2078
Si  5.6976  10.6746  -6.8724
Si  1.8552  10.0052  -10.641
Si  4.7079  9.4435  -9.5865
Si  10.6518  12.3013  -6.7226
Si  5.9404  13.988  20.8902
Si  2.4702  13.9686  -9.7405
Si  4.4773  14.8748  23.357
Si  8.7563  10.3909  16.0824
Si  4.6155  8.5122  17.7029
Si  2.868  4.5528  15.6368
Si  9.9463  12.7908  21.8517
Si  2.5091  13.1322  -2.8584
Si  5.3282  9.3593  -12.4268
Si  9.4039  8.472  -6.6542
Si  0.92  6.8975  16.2774
Si  8.7402  4.4551  20.5254
Si  3.1523  6.8735  -8.8865
Si  10.1404  5.0535  17.8272
Si  1.8024  11.2947  21.7027
O  8.204  4.7489  -5.4652
O  1.6711  8.5922  -11.3845
O  8.6896  7.3303  -0.9765
O  0.0772  9.6754  -1.3624
O  0.4223  10.2098  -3.9014
O  3.3043  12.9012  -8.8728
O  2.2967  6.5417  -0.9496
O  5.7035  12.1815  15.0045
O  1.9883  10.8874  15.644
O  6.9496  5.7093  15.7171
O  9.5098  9.0581  -8.1675
O  6.1731  5.8797  -6.735
O  4.7516  11.9739  -6.9748
O  10.7943  6.5091  17.4863
O  0.0941  6.4822  -11.4456
O  0.1893  13.843  -6.9538
O  2.4638  14.1327  16.5159
O  4.9719  14.8727  21.8254
O  1.2209  7.9164  -2.9546
O  6.521  12.6594  21.6285
O  6.9727  14.0828  16.4018
O  2.682  12.3787  -1.4287
O  6.5728  14.9678  -3.4809
O  8.2515  6.155  -3.323
O  1.8016  10.7497  23.2154
O  3.0515  12.3111  21.3572
O  4.598  9.4653  -3.145
O  5.169  14.4432  -7.5934
O  5.6926  9.5662  -10.8662
O  3.549  8.4893  18.949
O  1.5836  11.1013  -11.8121
O  3.5007  14.6848  -10.7346
O  2.4458  13.3816  19.0334
O  4.3268  8.082  -12.4874
O  9.2117  5.1134  19.1313
O  8.2275  11.9045  15.7588
O  2.4295  6.3573  -10.2369
O  5.29  9.7052  -5.6705
O  9.9965  13.4309  23.3231
O  6.7841  10.0431  22.2147
O  1.8961  6.3891  -5.5509
O  5.8405  12.5969  -9.3734
O  0.3523  5.5413  -2.47
O  0.1378  12.6427  14.8959
O  8.9632  9.6271  -5.6379
O  6.0468  14.2518  -11.4263
O  6.7682  8.0835  -2.6571
O  9.2102  10.459  -10.3004
O  4.4336  9.3697  21.2768
O  9.3776  7.5507  23.5495
O  4.2881  7.9231  -9.3015
O  4.4697  4.8436  15.745
O  5.9372  9.2011  18.3058
O  0.1043  6.7381  14.8841
O  7.1844  11.2156  -6.5606
O  9.4548  8.4793  -3.1427
O  8.1146  9.4482  14.9286
O  6.313  11.7416  17.5338
O  9.4285  12.254  -5.6701
O  6.8797  5.5126  -0.3519
O  6.7109  10.4217  -1.6719
O  1.5573  8.3785  16.3767
O  3.8466  13.9957  -3.2462
O  2.3673  12.0258  -4.015
O  5.2925  8.1423  23.4089
O  10.1201  11.6623  -8.114
O  9.3459  14.7023  -3.1984
O  7.1527  6.2846  23.1757
O  1.9928  7.5064  -7.9414
O  2.1632  5.864  16.2935
O  10.8942  8.0048  -6.248
O  8.0095  13.9888  -9.7742
O  2.7341  9.6899  -5.0774
O  0.4641  12.1319  21.4131
O  0.6974  12.3565  17.4025
O  3.3286  10.214  -9.996
O  9.0666  5.5715  21.6531
O  3.9874  9.4236  16.5215
O  5.1546  14.7076  -1.2224
O  1.8657  14.9811  -8.6488
O  10.2843  14.9628  -9.2524
O  1.9815  10.0238  20.6722
O  8.2033  5.1023  -8.0841
O  3.8917  11.08  19.2597
O  10.3583  10.3834  16.0466
O  4.9551  13.4506  19.7195
O  1.2589  13.324  -10.5822
O  0.7784  10.0821  -9.4473
O  9.2339  4.5987  16.5608
O  4.1946  7.5044  -4.8919
O  7.1654  14.9284  20.4002
O  2.8715  14.7654  23.5814
O  5.5415  9.9375  -8.3045
O  0.1937  5.6125  -7.3073
O  8.7266  7.5989  -12.2574
O  4.668  10.8081  23.4948
O  9.561  13.9636  20.7997
O  7.8183  11.2737  -3.911
O  4.6397  5.297  -12.4439
O  8.3886  7.2293  -6.5527
O  8.6231  5.5542  -10.6546
O  3.9201  5.7287  -8.0883
O  8.8775  11.58  21.8177
O  5.9505  12.6219  -2.6853
O  10.1001  12.3105  -11.9752
O  0.4605  14.8806  18.0824
O  7.3053  10.9095  19.8113
O  8.2668  9.9747  17.5528
O  4.0735  4.9563  -5.561
O  1.0055  11.4121  -6.1659
O  2.9009  5.8502  -3.2964
O  8.3567  12.4044  -1.52
O  5.0255  7.0838  17.0395
O  7.4993  12.0428  -11.4522
O  1.1105  13.9793  -2.8572

Results
free energy: -157706.487 eV
free energy less fixed offsets of O -570.45, Si -639.56 eV per atom: -8.097 eV

Forces (eV/angstrom), in the order of the atoms: element, x, y, z
Si  -0.0097  0.0028  -0.2011
Si  0.0064  -0.0118  -0.1887
Si  0.0161  -0.0292  -0.1429
Si  0.0028  0.0202  -0.1381
Si  -0.0061  0.0119  -0.2046
Si  -0.0172  -0.0153  -0.1671
Si  0.0018  -0.0155  -0.1949
Si  -0.001  0.0136  -0.1325
Si  0.0068  0.0053  0.0037
Si  -0.0103  -0.0123  -0.053
Si  -0.0119  -0.0118  -0.0681
Si  0.0132  0.0127  -0.0589
Si  -0.0142  -0.0135  -0.0568
Si  0.0148  0.0177  -0.0578
Si  0.0034  -0.0053  0.0013
Si  -0.0244  -0.0192  -0.0505
Si  -0.0004  -0.0087  0.0008
Si  0.0002  0.0003  0.0077
Si  0.0008  0.0013  0.0009
Si  -0.0085  0.0037  0.0002
Si  0.0014  0.0008  0.0016
Si  -0.0083  0.0015  0.0035
Si  0.0059  0.0031  0.0001
Si  0.0013  0.0012  0.0003
Si  0.0007  0.0013  0
Si  0.001  0.0004  -0.001
Si  0.0004  -0.0007  -0.001
Si  0.001  0.0014  -0.0013
Si  -0.0004  -0.002  -0.0016
Si  0.0019  0.0001  -0.0006
Si  -0.0011  0.0032  -0.0014
Si  -0.0005  -0.0013  0.0002
Si  0.0004  0.0009  -0.0006
Si  -0.0001  -0.0001  -0.0013
Si  -0.0001  -0.0012  -0.0009
Si  -0.0006  -0.0023  0.0017
Si  0.0012  0.0012  0.0012
Si  -0.0011  -0.0014  0.0017
Si  0.0001  -0.0003  -0.0007
Si  -0.0002  0.0008  -0.0008
Si  -0.0004  0.0005  0.0008
Si  0.0007  -0.0004  0.0008
Si  -0.0002  -0.0004  0.0015
Si  0.0009  0.0002  0.0011
Si  0.0008  0.0007  0.0014
Si  0.0003  -0.0001  0.0008
Si  -0.0002  0.0003  0.0011
Si  0.0002  0.0003  0.0007
Si  0.0004  -0.0004  0.0004
Si  -0.0006  -0.0002  0.0001
Si  0  0.0006  0.0005
Si  0.0003  0.0002  0.0004
Si  -0.0002  0.001  0.0004
Si  0.0002  -0.0001  0.0003
Si  0.0008  -0.0006  0.0003
Si  -0.0004  -0.0011  0.0001
Si  -0.0008  0.0014  0.0002
Si  0.0004  0  0.0016
Si  0.0008  0.0002  0.0011
Si  0.0012  -0.0007  0.0009
Si  0.0017  -0.0001  0.0013
Si  0.0016  -0.0006  0.0002
Si  -0.0004  0.0003  0.0003
Si  0.0003  0.0004  0.0016
Si  -0.0007  0.0002  -0.0011
Si  0.0006  -0.0005  -0.0037
Si  -0.0003  0.0005  0.0003
Si  -0.0005  -0.0012  -0.0008
Si  0.0006  0.0008  0.001
Si  -0.0011  -0.001  -0.0004
Si  -0.0001  0  -0.002
Si  0.0007  -0.0012  -0.0032
Si  -0.0004  -0.0033  0.0026
Si  0.001  0.0016  0.001
Si  0.0021  0.0001  -0.0033
Si  -0.0001  -0.0011  -0.0006
Si  0.0014  0.0006  -0.0058
Si  -0.0011  -0.0006  -0.0011
Si  0.0006  -0.0006  0.0009
Si  0.0012  0.0017  0.0036
Si  0.0025  0.0056  0.0032
Si  -0.0063  -0.0016  0.0038
Si  0.0036  -0.0031  0.0018
Si  0.0049  0.0008  0.0031
Si  0.0011  -0.0018  0.0068
Si  -0.0017  -0.0053  0.0011
Si  0.0024  0.0043  0.0026
Si  -0.0054  -0.0028  0.0023
Si  0.0022  -0.0064  -0.0016
Si  0.0048  -0.011  -0.0501
Si  -0.002  -0.0005  -0.0035
Si  -0.0019  0.0029  -0.0028
Si  -0.0116  0.0091  -0.0426
Si  -0.0114  0.0072  -0.0443
Si  -0.0181  0.0009  -0.1049
Si  0.0057  -0.0078  -0.0388
Si  0.0177  -0.0025  -0.1735
Si  0.0013  -0.0028  -0.007
Si  -0.0166  0.0075  -0.1702
Si  0.0061  -0.0316  -0.2059
Si  0.0206  0.0085  -0.1599
Si  -0.0029  -0.0032  -0.1202
Si  0.004  0.039  -0.1971
Si  0.0197  0.0007  -0.2105
Si  0.0021  0.0079  -0.1789
Si  -0.0035  0.0033  -0.2002
Si  -0.0105  -0.0086  -0.1079
Si  -0.0053  -0.0113  -0.1863
Si  0.0195  -0.0083  -0.1367
Si  -0.0109  0.0361  -0.1811
Si  -0.0047  -0.0218  -0.188
Si  0.0013  -0.0068  -0.1915
Si  -0.0107  -0.0079  -0.2075
Si  0.0015  0.0001  -0.1717
Si  -0.0053  -0.0043  -0.1796
Si  -0.0122  -0.0169  -0.1716
Si  0.0134  0.0014  -0.164
Si  0.0047  0.0159  -0.1414
Si  0.0028  -0.0068  -0.1027
Si  -0.0356  0.0167  -0.1715
Si  0.0002  0.014  -0.2066
Si  -0.012  -0.0019  -0.183
Si  0.0214  -0.013  -0.1958
Si  -0.0004  -0.0406  -0.1804
Si  -0.0106  -0.009  -0.1852
Si  -0.0322  0.0259  -0.2089
Si  0.0049  0.002  -0.159
Si  -0.0147  0.0026  -0.2003
Si  -0.015  0.0328  -0.1827
Si  0.0124  -0.03  -0.1643
Si  0.0028  -0.0052  -0.1895
Si  0.0394  -0.0103  -0.1779
Si  0.0064  -0.0028  -0.1303
Si  0.0065  -0.0371  -0.1786
Si  0.011  0.0188  -0.0996
Si  -0.0141  -0.0129  -0.1773
Si  0.0089  -0.0184  -0.1621
Si  -0.0024  0.0075  -0.1722
Si  0.0121  -0.0034  -0.166
Si  0.0153  0.0036  -0.1208
Si  0.0111  0.0101  -0.2128
Si  -0.0002  0.0131  -0.1947
Si  0.0266  0.0123  -0.1846
Si  0.0352  0.0126  -0.2007
O  0.0097  -0.0367  0.1538
O  0.0027  0.0276  0.0634
O  -0.0093  -0.0198  0.084
O  0.0139  0.0277  0.1123
O  -0.0248  -0.0331  0.0932
O  0.0335  -0.0143  0.081
O  0.0355  0.0216  0.1065
O  0.0137  0.0121  0.0832
O  -0.0117  0.0122  0.0442
O  0.0075  -0.0045  0.0395
O  -0.0189  -0.0406  0.1139
O  0.0143  0.0044  0.0621
O  0.0099  -0.035  0.0861
O  -0.0285  -0.0243  0.0716
O  0.0229  0.0073  0.0592
O  -0.0114  -0.044  0.0823
O  -0.0242  -0.0362  0.0875
O  -0.0397  0.03  0.1257
O  -0.0074  -0.009  0.0653
O  -0.0016  -0.0043  0.0683
O  -0.0128  -0.0185  0.0561
O  -0.0105  -0.0328  0.1101
O  -0.0309  -0.021  0.0656
O  0.0015  0.0343  0.0784
O  -0.0175  -0.05  0.1556
O  -0.0253  -0.0151  0.1004
O  0.0372  0.0004  0.1431
O  0.0053  0.0442  0.0766
O  -0.0139  0.0022  0.1331
O  -0.0259  0.0372  0.117
O  0.0081  -0.0349  0.078
O  -0.0445  -0.0142  0.1118
O  0.0583  -0.0369  0.1116
O  -0.0005  0.0259  0.0657
O  -0.0497  -0.0225  0.1509
O  -0.0059  -0.0069  0.0486
O  0.0338  -0.0034  0.1273
O  -0.0341  -0.04  0.1153
O  0.0045  0.0482  0.1419
O  -0.0287  -0.0315  0.0871
O  0.049  -0.0148  0.1101
O  -0.0424  -0.0088  0.1114
O  -0.017  -0.0234  0.0552
O  0.0203  -0.0216  0.0783
O  -0.0156  0.0334  0.0782
O  0.0362  -0.0248  0.088
O  -0.0193  0.0056  0.0581
O  0.0315  -0.0246  0.1307
O  0.0492  -0.0024  0.1394
O  0.0127  0.0436  0.0835
O  -0.0086  -0.0201  0.0688
O  -0.0002  -0.0065  0.0388
O  0.01  0.0196  0.0702
O  0.0031  0.0112  0.0807
O  0.0389  0.0011  0.0823
O  -0.0085  -0.0082  0.059
O  0.0192  0.0057  0.0782
O  -0.0077  -0.034  0.0951
O  -0.0303  -0.0113  0.0799
O  -0.0007  0.0016  0.0361
O  -0.0218  -0.0184  0.0572
O  -0.0102  -0.0066  0.049
O  0.0005  -0.0002  0.0508
O  0.0164  0.0498  0.0934
O  0.0075  -0.053  0.0852
O  0.0078  0.0381  0.1188
O  0.0479  -0.0103  0.084
O  -0.0241  0.0136  0.0661
O  -0.0424  -0.0016  0.1066
O  -0.0109  0.0107  0.0512
O  -0.0014  0.0077  0.0638
O  0.0251  0.025  0.0725
O  -0.0018  0.0058  0.061
O  -0.0135  0.0032  0.0616
O  0.0159  0.0289  0.0758
O  0.0261  -0.0066  0.0671
O  -0.0012  0.0493  0.1354
O  0.0357  -0.0044  0.0966
O  0.0062  0.0229  0.099
O  -0.0333  0.0221  0.0874
O  0.0274  -0.001  0.0836
O  -0.025  0.0272  0.0901
O  -0.0291  0.0406  0.1445
O  -0.007  0.0034  0.0732
O  -0.0061  -0.0032  0.0352
O  0.0303  0.0186  0.0769
O  0.0274  0.0277  0.1051
O  -0.0498  0.0034  0.0925
O  0.0463  0.0144  0.0977
O  0.004  0.023  0.062
O  -0.013  -0.0047  0.0619
O  -0.0318  0.0139  0.0856
O  0.0337  0.0289  0.1404
O  0.0035  0.0373  0.0732
O  0.0165  -0.0253  0.0781
O  -0.0017  0.0516  0.1039
O  0.0131  -0.0354  0.0837
O  -0.0352  0.0191  0.1521
O  -0.0016  -0.031  0.0765
O  -0.0032  -0.0014  0.0562
O  -0.0172  -0.0454  0.1252
O  0.0329  -0.0315  0.1003
O  0.0242  0.0073  0.0634
O  0.0049  0.0041  0.0481
O  -0.0139  -0.0162  0.0601
O  -0.009  -0.0026  0.0554
O  0.013  0.0328  0.1701
O  -0.0331  -0.0001  0.0905
O  -0.0286  0.018  0.1101
O  0.0437  -0.0339  0.1047
O  -0.0384  0.0016  0.1113
O  0.0338  0.0275  0.097
O  -0.0144  0.0454  0.0937
O  -0.0118  0.0192  0.0697
O  -0.0297  0.0137  0.0647

The program warned: the cutoff lies below the one the program advises for these potential files; the forces do not sum to zero within the program's tolerance; empty levels may hold ghost states of the PAW files; the exchange-correlation potential is rough where the density is thin.
